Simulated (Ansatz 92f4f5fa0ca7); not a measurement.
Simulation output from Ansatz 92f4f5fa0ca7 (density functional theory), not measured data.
Periodic cell of 459 atoms, Si304O155, from a study of silicon, its oxide and their interface. The atomic structure is a simulated model.
Doubt: the cutoff is far below the 930 eV that the study's wrapper takes by default for these files, so forces and energies are approximate.
This geometry differs little from another in the collection (a relaxation step or a small displacement).

Settings
functional: PBE
potential files: Ansatz PAW
basis: plane waves
wave-function cutoff: 580 eV
density cutoff ratio: 5
exchange-correlation grid ratio: 1
k mesh: 1 x 1 x 1, Gamma-centred
self-consistency stop: 5e-08 eV per atom in the density residual
occupations: fixed
spin: none
net charge: 0

Cell vectors (angstrom)
a 15.4691 0 0
b 0 15.4691 0
c 5.3889 4.199 34.0074

Atoms and the computed forces on them: element, x, y, z (angstrom), force x, y, z (eV/angstrom)
Si 2.27 0.439 23.99 -0.027 -0.033 0.004
Si 4.683 4.151 23.834 0.176 -0.037 0.041
Si 4.666 8.002 23.795 -0.066 -0.083 0.02
Si 4.59 -3.53 23.899 -0.017 -0.024 0.023
Si 4.698 0.322 23.864 0.01 0.034 -0.009
Si 9.382 2.288 25.224 0.069 0.039 -0.168
Si 10.075 7.949 23.898 -0.013 0.053 -0.019
Si 9.864 -3.478 23.837 0.049 -0.046 -0.006
Si 9.933 0.367 23.964 -0.207 0.009 0.04
Si 12.431 4.162 23.835 0.16 -0.048 -0.017
Si 12.466 8.026 23.947 -0.069 -0.024 0.018
Si 12.989 -1.633 25.089 0.004 -0.004 -0.011
Si 12.326 0.355 23.985 0.256 0.019 0.051
Si 2.287 4.156 23.848 -0.145 0.007 0.033
Si 2.233 8.059 23.824 0.037 0.076 0.039
Si 2.167 -3.45 23.928 0.037 0.028 0.056
Si 5.295 6.092 25.065 -0.012 0.065 -0.073
Si 5.252 9.95 25.046 0.013 0.073 0.031
Si 5.274 -1.602 25.112 -0.04 -0.031 -0.02
Si 5.288 2.249 25.142 -0.033 -0.026 -0.1
Si 9.394 6.09 25.172 0.053 0.002 -0.018
Si 9.324 9.965 24.997 -0.012 0.038 -0.019
Si 9.318 -1.588 25.146 0.006 -0.05 -0.037
Si 9.999 4.182 23.912 -0.162 -0.016 0.069
Si 13.045 6.074 25.119 0.043 -0.005 0.037
Si 12.994 10.003 25.121 0.023 0.024 0.03
Si 12.303 -3.563 23.857 -0.105 0.043 -0.025
Si 12.996 2.283 25.196 -0.044 -0.004 -0.122
Si 1.647 6.111 25.068 0.059 0.019 -0.034
Si 1.587 10.015 25.06 0 -0.086 -0.036
Si 1.608 -1.538 25.17 -0.024 0.056 -0.058
Si 1.658 2.331 25.232 0.057 -0.063 -0.108
Si 3.476 6.139 26.569 -0.028 -0.024 0.036
Si 3.427 9.996 26.559 0.017 0.02 -0.039
Si 3.457 -1.569 26.625 0.006 -0.039 -0.013
Si 3.498 2.284 26.666 -0.006 0.029 0.086
Si 7.32 6.115 26.352 -0.003 -0.002 0.022
Si 7.302 9.976 26.307 0.011 -0.029 -0.02
Si 7.292 -1.601 26.382 0.006 0.013 0.016
Si 7.321 2.271 26.391 -0.051 0.004 0.079
Si 11.23 6.105 26.636 -0.016 0.013 0.004
Si 11.134 10.002 26.566 -0.013 -0.037 -0.04
Si 11.171 -1.639 26.604 0.026 0.041 0.009
Si 11.197 2.277 26.687 0.016 -0.023 0.115
Si 15.093 6.11 26.351 -0.071 -0.018 0.01
Si 15.04 10.007 26.353 0.014 -0.001 0.003
Si 15.021 -1.587 26.374 0.01 -0.002 -0.008
Si 15.054 2.276 26.4 0 0.012 0.081
Si 3.469 4.232 27.945 0.025 0.012 0.03
Si 3.454 8.074 27.903 -0.023 -0.019 0.034
Si 3.442 -3.538 27.905 0.029 0.009 0.029
Si 3.466 0.341 27.966 -0.02 0.022 0.02
Si 7.314 4.204 27.783 0.017 0.002 0.037
Si 7.315 8.061 27.75 0.003 0.029 0.012
Si 7.308 -3.56 27.748 -0.005 -0.008 0.014
Si 7.317 0.33 27.787 -0.002 0 0.013
Si 11.196 4.204 27.99 0.011 0.009 0.013
Si 11.186 8.073 27.914 0.005 -0.003 0.009
Si 11.162 -3.561 27.931 0.01 0.005 0.013
Si 11.19 0.302 27.94 0.002 -0.017 0.004
Si 15.065 4.205 27.793 -0.011 0.007 0.008
Si 15.057 8.063 27.752 0.012 0.001 0.012
Si 15.048 -3.534 27.77 -0.032 0.005 -0.002
Si 15.045 0.333 27.787 0.01 0.003 0.016
Si 5.424 4.208 29.233 0.001 -0.003 0.006
Si 5.413 8.068 29.207 0.024 -0.017 0.018
Si 5.408 -3.542 29.205 0.007 0.008 0.022
Si 5.425 0.333 29.238 0.034 0.005 0.014
Si 9.217 4.204 29.234 -0.031 -0.006 0.01
Si 9.222 8.064 29.208 -0.024 -0.005 0.012
Si 9.206 -3.54 29.215 -0.03 -0.002 0.031
Si 9.226 0.327 29.224 -0.014 0.009 0.004
Si 13.166 4.203 29.241 0.019 -0.011 0.014
Si 13.151 8.071 29.208 0.012 -0.018 0.018
Si 13.137 -3.542 29.212 0.032 0.013 0.024
Si 13.147 0.329 29.229 0.012 0.012 0.018
Si 16.971 4.201 29.227 -0.018 -0.008 0.004
Si 16.962 8.065 29.206 -0.013 -0.003 0.015
Si 16.957 -3.536 29.213 -0.017 0.001 0.024
Si 16.957 0.329 29.225 -0.016 0.019 0.021
Si 0 1.934 2.05 -0.022 -0.147 -0.044
Si 0 5.801 2.05 -0.022 0.033 -0.071
Si 0 -5.801 2.05 -0.034 0.069 -0.021
Si 0 -1.934 2.05 -0.061 0.046 -0.025
Si 3.867 1.934 2.05 0.058 -0.073 0.05
Si 3.867 5.801 2.05 0.032 -0.049 0.034
Si 3.867 -5.801 2.05 -0.013 -0.052 0.043
Si 3.867 -1.934 2.05 -0.023 0.139 0.063
Si 7.734 1.934 2.05 0.04 0.054 -0.004
Si 7.734 5.801 2.05 0.033 0.004 0.01
Si 7.734 -5.801 2.05 -0.003 -0.019 0.01
Si 7.734 -1.934 2.05 0.028 -0.009 0.011
Si 11.602 1.934 2.05 0.016 -0.108 -0.047
Si 11.602 5.801 2.05 0.005 0.017 -0.031
Si 11.602 -5.801 2.05 0.006 0.071 -0.054
Si 11.602 -1.934 2.05 0.027 -0.003 -0.01
Si -1.934 1.934 3.417 0.047 -0.582 -0.438
Si -1.934 5.801 3.417 0.219 0.341 -0.444
Si -1.934 -5.801 3.417 -0.112 0.388 -0.414
Si -1.934 -1.934 3.417 0.184 -0.17 -0.382
Si 1.934 1.934 3.417 -0.184 -0.063 0.262
Si 1.934 5.801 3.417 -0.234 -0.477 -0.066
Si 1.934 -5.801 3.417 0.019 -0.078 -0.029
Si 1.934 -1.934 3.417 0.021 0.592 0.224
Si 5.801 1.934 3.417 -0.101 -0.146 0.322
Si 5.801 5.801 3.417 -0.099 0.243 0.29
Si 5.801 -5.801 3.417 0.127 0.125 0.318
Si 5.801 -1.934 3.417 0.057 -0.078 0.665
Si 9.668 1.934 3.417 -0.021 -0.137 -0.598
Si 9.668 5.801 3.417 0.015 0.196 -0.373
Si 9.668 -5.801 3.417 0.097 -0.221 -0.35
Si 9.668 -1.934 3.417 -0.172 0.102 -0.04
Si -1.938 -0.051 4.772 0.026 0.016 -0.034
Si -1.897 3.854 4.667 0.013 -0.051 0.014
Si -1.931 -7.696 4.727 -0.027 -0.089 -0.011
Si -1.901 -3.855 4.773 -0.012 -0.011 0.015
Si 1.913 0.059 4.892 0.025 -0.028 -0.007
Si 1.842 3.838 4.838 -0.128 0.009 0.006
Si 1.919 -7.776 4.749 0.035 0.011 -0.008
Si 1.99 -3.844 4.74 -0.011 0.029 0.06
Si 5.822 0 4.863 0.008 0.025 0.019
Si 5.702 3.876 4.784 0.062 -0.043 -0.014
Si 5.818 -7.704 4.834 0.06 0.042 -0.026
Si 5.828 -3.884 4.872 0.031 0.007 0.036
Si 9.628 0.031 4.77 -0.005 0.007 -0.061
Si 9.654 3.859 4.697 0.077 0.008 -0.006
Si 9.687 -7.741 4.772 -0.002 0.032 0.002
Si 9.674 -3.888 4.736 -0.023 -0.029 0.051
Si -0.116 0.008 6.279 -0.009 0.056 -0.022
Si -0.158 3.722 6.239 0.062 -0.013 -0.048
Si -0.858 5.739 7.162 -0.192 -0.153 0.065
Si 0.062 -3.876 6.087 0.014 0.23 -0.139
Si 3.91 0.111 6.294 -0.032 0.046 0.029
Si 4.108 2.1 7.708 0.001 -0.01 -0.027
Si 3.845 -3.847 6.238 -0.001 -0.004 0.04
Si 7.791 0.045 6.275 -0.01 -0.008 -0.017
Si 7.852 5.736 7.357 0.062 -0.007 0.119
Si 7.811 -7.692 6.204 0.053 -0.035 0.025
Si 7.833 -3.902 6.237 -0.006 0.069 -0.027
Si -3.896 -0.072 6.06 -0.007 0.023 0.11
Si -3.824 3.787 5.927 -0.039 -0.036 -0.014
Si -3.992 -5.807 7.355 -0.141 0.028 -0.063
Si -3.86 -3.852 6.07 -0.033 -0.021 0.058
Si -0.982 1.872 7.574 -0.014 0.078 -0.008
Si -0.033 -7.783 6.079 0.07 0.224 0.041
Si 0.577 -5.788 7.307 0.044 -0.416 0.255
Si 0.325 -1.996 7.502 0.141 -0.073 0.038
Si 3.75 3.898 6.201 0.019 -0.044 0.162
Si 3.848 5.872 7.497 -0.002 0.095 -0.089
Si 3.821 -7.666 6.136 -0.086 -0.043 0.135
Si 3.544 -1.871 7.568 -0.084 -0.051 -0.027
Si 7.983 2.085 7.542 -0.01 0.044 0.049
Si 7.735 3.849 5.996 -0.055 -0.03 0.028
Si 8.3 -5.835 7.634 0.208 0.033 0.004
Si 8.494 -1.943 7.416 0.011 -0.1 0.041
Si -5.331 2.323 8.636 -0.039 0.062 -0.07
Si -3.259 5.654 7.205 0.134 0.054 0.024
Si -3.826 -7.792 6.104 -0.041 -0.008 0.053
Si 3.07 -5.788 7.41 -0.023 0.033 -0.04
Si 6.099 2.943 8.8 0.051 0.125 -0.026
Si 5.889 5.427 8.546 0.172 -0.123 0.052
Si -3.447 1.89 7.254 -0.023 -0.021 0.014
Si -4.491 -1.973 7.358 -0.018 0.017 -0.023
Si -5.602 0.78 10.382 0.064 -0.134 0.006
Si 5.389 2.265 30.589 0.199 0.054 0.072
Si 5.389 6.133 30.589 0.211 0.107 0.027
Si 5.389 -5.469 30.589 0.176 -0.014 -0.077
Si 5.389 -1.602 30.589 0.209 -0.103 -0.027
Si 9.256 2.265 30.589 -0.215 -0.035 0.013
Si 9.256 6.133 30.589 -0.246 0.085 0.026
Si 9.256 -5.469 30.589 -0.241 -0.047 -0.066
Si 9.256 -1.602 30.589 -0.263 -0.057 -0.015
Si 13.123 2.265 30.589 0.213 -0.018 0.071
Si 13.123 6.133 30.589 0.207 0.129 0.027
Si 13.123 -5.469 30.589 0.224 -0.021 -0.034
Si 13.123 -1.602 30.589 0.19 -0.09 -0.013
Si 16.99 2.265 30.589 -0.181 -0.011 0.018
Si 16.99 6.133 30.589 -0.189 0.06 -0.013
Si 16.99 -5.469 30.589 -0.199 -0.032 -0.084
Si 16.99 -1.602 30.589 -0.189 -0.045 -0.013
Si 7.323 2.265 31.956 0.015 0.009 0.056
Si 7.323 6.133 31.956 0.026 0.047 0.06
Si 7.323 -5.469 31.956 0.023 -0.015 0.049
Si 7.323 -1.602 31.956 0.031 -0.032 0.051
Si 11.19 2.265 31.956 -0.011 0.023 -0.053
Si 11.19 6.133 31.956 0.004 0.011 -0.057
Si 11.19 -5.469 31.956 -0.011 -0.017 -0.061
Si 11.19 -1.602 31.956 -0.014 -0.017 -0.053
Si 15.057 2.265 31.956 -0.028 -0.018 0.053
Si 15.057 6.133 31.956 -0.013 0.043 0.049
Si 15.057 -5.469 31.956 -0.008 -0.005 0.043
Si 15.057 -1.602 31.956 -0.008 -0.033 0.049
Si 3.455 2.265 31.956 0.008 -0.002 -0.047
Si 3.455 6.133 31.956 -0.01 0.014 -0.047
Si 3.455 -5.469 31.956 0.011 -0.01 -0.052
Si 3.455 -1.602 31.956 -0.001 -0.016 -0.047
Si 7.323 4.199 33.323 -0.023 -0.031 -0.013
Si 7.323 8.066 33.323 -0.033 -0.011 0.002
Si 7.323 -3.535 33.323 -0.02 0.033 -0.005
Si 7.323 0.332 33.323 -0.043 0.001 -0.009
Si 11.19 4.199 33.323 0.002 0.01 0.003
Si 11.19 8.066 33.323 0.005 -0.004 -0.005
Si 11.19 -3.535 33.323 0.015 -0.026 0.004
Si 11.19 0.332 33.323 0.015 0.008 0.008
Si 15.057 4.199 33.323 0.014 -0.012 0.001
Si 15.057 8.066 33.323 0.015 0 0.001
Si 15.057 -3.535 33.323 0.02 -0.008 0.002
Si 15.057 0.332 33.323 0.021 0.031 -0.005
Si 3.455 4.199 33.323 -0.004 -0.016 0.001
Si 3.455 8.066 33.323 -0.005 -0.006 -0.002
Si 3.455 -3.535 33.323 -0.012 0.006 -0.001
Si 3.455 0.332 33.323 -0.004 0.033 0.003
Si 0 0 0.683 0.066 0.01 -0.013
Si 0 3.867 0.683 0.013 0.023 0.013
Si 0 -7.734 0.683 0.064 -0.031 0.002
Si 0 -3.867 0.683 0.076 -0.012 0.012
Si 3.867 0 0.683 -0.01 0.003 -0.022
Si 3.867 3.867 0.683 0.019 0.019 -0.005
Si 3.867 -7.734 0.683 -0.048 0.011 -0.012
Si 3.867 -3.867 0.683 -0.034 -0.021 0.006
Si 7.734 0 0.683 -0.05 0.004 -0.001
Si 7.734 3.867 0.683 -0.027 -0.017 -0.008
Si 7.734 -7.734 0.683 -0.033 0.016 0.001
Si 7.734 -3.867 0.683 0.009 -0.012 -0.011
Si 11.602 0 0.683 -0.018 0.03 -0.002
Si 11.602 3.867 0.683 -0.009 -0.006 0.011
Si 11.602 -7.734 0.683 0.022 0.016 0.009
Si 11.602 -3.867 0.683 -0.054 -0.046 0.005
Si 1.269 4.171 21.719 -0.036 -0.041 -0.145
Si 0.797 7.196 21.212 0.044 0.002 -0.018
Si 1.339 -3.051 21.771 0 -0.034 -0.07
Si 5.596 8.051 21.606 0.002 -0.005 -0.046
Si 5.609 -4.232 20.989 -0.009 0.018 -0.035
Si 5.743 0.597 21.739 0.034 -0.004 -0.041
Si 8.883 3.906 21.871 -0.041 0 -0.128
Si 8.557 8.262 21.344 0 0.016 0.015
Si 8.597 -4.167 21.096 -0.002 0.03 0.021
Si 8.892 0.729 21.888 -0.07 0.015 -0.137
Si 13.565 3.688 21.783 0.012 -0.023 -0.047
Si 13.487 8.161 21.845 0.047 -0.014 -0.042
Si 13.9 -4.282 21.363 -0.02 0.058 -0.005
Si 13.19 0.568 21.84 -0.069 -0.231 -0.271
Si 5.722 3.791 21.734 0.048 0.022 -0.154
Si 4.281 0.013 19.139 -0.014 0.012 -0.009
Si 3.697 -6.136 9.652 -0.028 -0.046 -0.001
Si -3.869 -1.737 9.618 -0.05 0.068 0.002
Si -0.9 -1.329 10.244 -0.054 -0.015 0.008
Si -0.449 -8.96 9.269 0.071 0.102 0.057
Si 6.711 -5.511 10.378 -0.05 -0.04 0.003
Si -0.188 1.67 9.821 0.041 -0.013 0.115
Si 2.938 1.853 9.788 0.019 -0.001 0.002
Si 2.556 -8.954 9.37 -0.134 0.144 -0.03
Si 4.261 -0.879 10.354 -0.028 0.022 0.042
Si 6.726 -6.99 13.14 -0.007 -0.013 0.018
Si 7.074 -0.155 11.424 -0.001 0.026 0.049
Si -5.182 4.651 9.195 -0.097 0.043 -0.117
Si -1.602 -6.149 9.439 0.055 -0.036 0.014
Si 10.058 -3.137 18.695 0.033 0.056 -0.039
Si 12.411 -3.072 16.816 0.003 0.006 -0.047
Si 1.188 -1.383 14.991 0.019 -0.005 -0.006
Si 0.031 -3.088 12.766 0.01 -0.039 0.036
Si 9.011 4.587 11.94 -0.012 -0.034 0.03
Si 1.027 5.38 11.495 0.024 -0.007 0.012
Si 3.922 -1.231 13.308 -0.011 0.007 0.03
Si 4.984 3.216 11.609 0.007 -0.004 -0.013
Si 6.233 -9.628 11.444 -0.011 -0.032 0
Si 4.352 -5.388 14.426 -0.02 -0.006 -0.017
Si 6.556 5.498 16.801 0.004 -0.017 -0.039
Si 0.494 1.638 14.986 0.004 0.002 -0.023
Si -5.03 -9.06 13.961 0.019 0.016 0.008
Si -4.93 -3.816 11.491 -0.014 0.011 0.004
Si 8.407 -2.12 16.277 0.019 0.007 -0.022
Si -4.889 -3.638 14.483 0.021 0.007 0.007
Si 0.776 -0.022 21.345 -0.042 0.078 0.023
Si -0.538 3.081 12.504 0.03 0.029 0.011
Si -4.377 -6.137 13.154 0.052 -0.008 0.026
Si 8.1 2.992 17.201 0.012 -0.008 -0.036
Si -1.473 -5.785 12.509 0.004 0.016 0.056
Si 2.585 2.838 16.655 0.013 0.003 -0.031
Si 5.378 -2.771 15.51 -0.025 0.01 -0.014
Si -3.089 3.988 14.171 0.004 0.001 0.002
Si 1.303 9.016 18.697 0.02 -0.001 -0.042
Si 2.929 -2.155 17.444 -0.004 -0.006 -0.036
Si 9.771 4.683 19.054 0.02 -0.008 -0.017
Si -5.361 2.06 12.962 0.008 -0.015 -0.006
Si 5.483 1.505 16.852 -0.01 0.002 -0.043
Si 5.592 1.163 13.708 -0.002 -0.005 0.012
Si 13.639 2.745 16.755 -0.004 0.003 -0.041
Si 7.784 -2.801 10.414 0.012 0.008 0.007
Si 12.023 0.06 17.157 -0.003 0.009 -0.011
Si 9.532 0.694 15.557 0.009 0.008 -0.019
Si 3.639 5.577 16.816 0.003 -0.009 -0.025
Si 14.096 -4.972 18.428 0.009 0.003 -0.056
Si 0.946 -7.451 13.128 -0.009 0.01 0.007
Si 2.496 -4.822 12.123 -0.007 -0.019 0.036
Si 12.562 7.832 18.884 -0.003 -0.005 -0.059
Si 3.082 -4.343 19.443 -0.008 0.017 -0.012
Si 1.972 1.966 19.509 -0.011 0.004 0.008
Si 9.48 7.682 18.356 0.023 -0.011 -0.069
Si 10.938 -0.503 19.898 0.108 0.045 0.059
Si 8.348 7.689 15.658 0.011 -0.012 -0.02
Si 5.072 5.854 19.424 -0.007 -0.018 0.008
Si 2.269 8.188 15.84 -0.016 -0.002 -0.036
Si 12.878 4.781 18.918 -0.012 -0.016 -0.012
O 1.717 8.083 22.234 -0.028 -0.027 -0.016
O 1.641 0.775 22.479 -0.04 -0.048 -0.028
O 7.282 4.278 21.95 0.019 -0.004 0.057
O 7.155 7.535 21.749 0.018 -0.007 0.024
O 5.043 -3.462 22.303 0.02 0.007 0.012
O 9.293 -3.26 22.267 -0.004 0.008 0.012
O 7.33 0.223 21.962 0.012 0.009 0.071
O 9.729 7.641 22.283 0.011 -0.018 0.016
O -0.287 3.758 22.045 -0.004 0.008 0.096
O 14.736 7.09 21.79 -0.027 0.004 0.029
O 12.674 -3.644 22.226 0.048 -0.036 0.018
O -0.243 -3.423 21.696 0.002 -0.028 0.005
O 14.683 -0.11 21.779 -0.011 0.033 0.048
O 1.352 2.226 9.721 -0.051 -0.005 -0.046
O 1.064 -8.309 9.041 0.069 -0.014 -0.01
O -0.199 -5.615 8.786 0.005 0.036 -0.095
O -0.446 -2.227 8.949 0.007 0.045 0.004
O 1.926 -1.896 7.9 -0.053 0.014 -0.008
O 2.989 -4.987 10.584 0.012 -0.001 0.006
O 5.714 -0.131 10.505 0 -0.014 -0.026
O 4.301 -1.875 9.051 0.012 0.024 -0.002
O 9.136 5.548 8.419 0.011 -0.039 0.042
O 5.278 -6.116 9.981 0.078 0.024 -0.007
O 7.176 -6.055 11.863 0.005 0.014 -0.042
O 7.904 -2.049 8.973 -0.009 -0.006 -0.009
O -3.742 5.35 8.787 -0.02 0.019 -0.03
O -2.904 -5.697 8.581 0.001 0.011 0.006
O 6.566 -3.883 10.404 0.016 -0.003 -0.025
O -5.1 -0.758 10.097 0.021 0.05 0.002
O 1.877 3.225 20.53 0.021 -0.003 0.039
O 1.37 5.682 21.087 0.006 0.05 0.05
O 2.775 9.545 19.186 -0.019 0.006 0.016
O 2.222 -3.959 20.76 -0.03 0.037 0.023
O 4.271 -2.216 16.548 0.031 -0.011 0.01
O 1.433 -1.504 21.233 0.001 0.012 0.034
O 0.892 0.812 19.944 0.012 -0.017 0.024
O 3.481 1.363 19.572 0.002 -0.009 0.016
O 4.964 7.199 20.349 -0.004 0.007 0.032
O 5.383 2.651 13.087 -0.006 -0.005 -0.009
O 4.65 -3.969 19.694 -0.004 0 0.018
O 5.605 9.626 21.19 -0.006 0.005 0.026
O 5.651 2.195 21.356 -0.006 -0.005 0.057
O 9.581 4.8 20.673 -0.03 -0.018 0.06
O 5.086 5.073 16.245 0 0.008 0.023
O 8.825 8.177 19.754 -0.006 -0.001 0.03
O 8.465 9.83 21.76 0.002 -0.013 0.004
O 8.871 -2.443 17.81 -0.002 -0.004 0.02
O 8.997 2.316 21.487 0.02 0.015 0.102
O 9.576 -0.039 20.628 0.022 0.002 0.022
O 12.536 7.979 20.519 -0.005 0.012 0.027
O 13.214 4.648 20.508 -0.013 0.008 -0.001
O 13.207 2.138 21.352 -0.032 0.034 0.065
O 12.285 -0.267 20.763 0.054 0.154 0.168
O 11.18 -3.741 17.682 -0.005 -0.005 0.038
O -0.963 2.488 11.032 -0.013 0.004 -0.026
O -1.554 -7.779 9.522 0.012 -0.018 -0.041
O -0.362 5.617 10.643 -0.012 -0.02 -0.026
O -1.764 -5.538 10.929 0 0.003 -0.021
O -0.103 0.09 10.27 -0.016 -0.011 -0.046
O 3.529 2.708 11.069 0.038 0.004 -0.018
O 2.283 5.285 10.434 -0.009 0.007 0.024
O 3.303 -7.679 10.079 -0.049 -0.065 -0.017
O 3.105 0.251 10.116 0.039 -0.033 -0.024
O 3.914 -1.691 11.735 0.012 0.01 -0.035
O 6.059 2.712 10.462 -0.024 -0.026 0.021
O 5.962 -9.089 9.931 -0.043 0.01 -0.028
O 6.812 0.423 12.921 -0.006 0.002 -0.011
O 8.256 0.691 10.695 0.011 -0.006 -0.006
O -4.733 1.277 11.683 -0.039 -0.028 0
O 8.879 3.423 18.555 -0.02 -0.006 0
O -5.287 4.802 10.823 -0.017 0.029 -0.039
O 9.312 5.54 13.2 -0.002 -0.001 -0.016
O -3.848 -3.142 10.475 -0.009 -0.008 0
O -5.538 -5.791 7.944 -0.061 -0.052 0.004
O 0.431 0.036 15.197 -0.001 0.014 0.01
O 2.02 2.145 15.289 -0.01 -0.002 0.01
O 1.383 -8.868 12.494 -0.025 0.052 0.015
O 0.777 4.044 12.367 -0.028 -0.017 -0.003
O 10.827 -2.092 19.659 -0.016 -0.022 -0.011
O 5.119 -2.029 14.079 0.004 -0.008 0
O 6.849 -2.48 16.096 -0.018 -0.012 0.011
O -0.822 -4.424 13.088 -0.009 -0.005 -0.022
O 5.189 -0.32 20.468 -0.021 -0.015 -0.005
O 9.307 6.054 18.296 0 0.004 0.03
O 5.913 1.168 15.309 -0.002 -0.003 0.006
O 5 4.837 11.819 0.008 -0.001 -0.007
O 3.263 6.924 16.011 0.009 0 0.023
O 3.187 9.457 15.381 0.012 -0.001 0.014
O 11.068 0.259 18.464 0.005 -0.029 0.049
O 9.084 2.071 16.303 -0.002 -0.002 0.025
O 9.464 0.959 13.96 0.005 0.012 0.009
O 5.25 -4.381 15.327 0.006 0.02 0.027
O 7.648 4.348 16.413 -0.011 0.008 0.036
O -1.778 3.893 13.2 0.019 -0.008 -0.009
O -2.785 -6.038 13.407 -0.017 -0.001 -0.024
O -4.723 -5.422 11.72 0.003 -0.001 -0.019
O 2.483 -1.404 14.012 -0.001 -0.005 0.003
O 13.746 -3.954 17.186 -0.001 0 0.032
O 11.977 -3.241 15.247 -0.011 0 0.008
O 9.298 -2.996 15.236 -0.007 -0.003 0.008
O 4.143 2.415 16.833 -0.004 0.001 0.017
O 8.556 -0.524 15.991 0.002 0 0.014
O 0.233 -5.209 18.609 -0.013 0.002 0.025
O 9.102 -3.658 10.778 -0.005 0.002 -0.006
O -0.034 1.868 13.466 -0.008 0.01 -0.009
O 14.2 9.646 21.803 -0.003 -0.01 -0.003
O -0.587 -7.129 12.721 0.052 -0.01 -0.002
O 2.592 -3.596 18.092 0.012 -0.003 0.054
O 6.727 2.229 17.604 0.003 0.001 0.023
O 11.083 0.286 15.849 -0.013 0.001 0.006
O 5.201 0.211 17.799 0.004 0.006 0.014
O 5.096 4.568 20.429 0.006 -0.004 0.061
O 13.458 9.007 18.199 -0.003 0.001 0.032
O 1.113 -7.559 14.735 0.008 0.002 -0.026
O 1.856 -6.247 12.553 0.001 -0.015 0.002
O 15.062 2.502 16.024 -0.008 -0.001 0.03
O 5.313 -6.534 13.804 0.004 -0.003 -0.001
O 11.321 4.38 18.672 -0.009 0.011 0.027
O 2.507 4.456 16.507 0 0.002 0.021
O 1.45 8.401 17.215 -0.002 0.001 0.03
O 1.473 -3.565 12.172 -0.007 -0.012 -0.012
O -4.76 -7.706 13.096 -0.007 -0.006 0
O 4.207 0.37 13.403 0.008 -0.003 -0.01
O 11.058 8.046 18.315 0.002 0.005 0.033
O 7.023 6.806 15.973 0.005 0.008 0.018
O 0.778 7.882 19.737 -0.018 -0.004 0.019
O -4.206 2.946 13.647 -0.002 -0.002 -0.008
O 6.389 5.806 18.422 -0.005 0.005 0.028
O 1.647 -1.812 16.498 0.003 0.008 -0.001
O -4.823 -3.063 12.947 0.004 -0.005 -0.01
O 12.652 -1.464 17.123 0.003 -0.007 0.017
O 8.722 8.421 17.092 -0.005 -0.003 0.019
O 9.732 6.855 15.359 -0.008 0.004 0.004
O 13.793 3.732 18.053 0.006 0.001 0.018
O 9.45 -4.256 19.706 -0.004 -0.024 0.026
O 3.189 -1.125 18.695 0.007 -0.001 0.011
O 7.897 -6.938 14.308 -0.003 0.002 0.007
O 13.512 -4.249 19.78 0.01 -0.007 0.035
O -3.674 5.522 14.177 -0.006 0 -0.002
O 3.759 5.82 18.44 0.006 0.005 0.017
O 13.133 6.344 18.481 0.004 0.017 0.023
O 13.132 1.248 17.181 -0.004 0.002 0.007
O 1.702 2.393 17.96 -0.005 -0.003 0.019
O 7.1 -3.645 20.702 0.001 -0.005 0.007
O 8.917 3.046 12.446 0 0.032 -0.011
O 7.587 4.959 11.307 0.036 0.003 -0.009
O 0.135 -2.369 14.233 0.006 -0.001 0.004
O 3.699 -4.531 13.191 -0.015 0.002 -0.018
O 12.678 3.541 15.706 0.015 -0.011 0.024
O 7.709 -5.96 9.166 -0.033 0.011 -0.007
O -5.077 -5.274 14.37 0.002 0 0.012
O -0.665 -2.116 11.651 0.002 -0.001 -0.019
O 7.527 -1.711 11.59 0.014 -0.011 -0.017
O -2.478 -0.967 10.003 0.061 0.006 -0.018
O 6.443 -8.489 12.567 0.001 0.007 -0.001

Results
free energy: -281415.050 eV
free energy less fixed offsets of O -568.88, Si -635.61 eV per atom: -13.210 eV

The program warned: the cutoff lies below the one the program advises for these potential files; the forces do not sum to zero within the program's tolerance; the exchange-correlation potential is rough where the density is thin.
